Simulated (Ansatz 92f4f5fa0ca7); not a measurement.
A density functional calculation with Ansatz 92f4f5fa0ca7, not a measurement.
Periodic cell of 215 atoms, Si133O82, from a study of silicon, its oxide and their interface. The atomic structure is a simulated model.
Doubt: the cutoff is far below the 930 eV that the study's wrapper takes by default for these files, so forces and energies are approximate.
This geometry differs little from another in the collection (a relaxation step or a small displacement).

Settings: functional PBE; potential files Ansatz PAW; basis plane waves; wave-function cutoff 580 eV; density cutoff ratio 5; exchange-correlation grid ratio 1; k mesh 1 x 1 x 1, Gamma-centred; self-consistency stop 5e-08 eV per atom in the density residual; occupations fixed; spin none; net charge 0.

Cell vectors (angstrom)
a	10.938	0	0
b	0	10.938	0
c	0	0	31.8563

Atoms and the computed forces on them: element, x, y, z (angstrom), force x, y, z (eV/angstrom)
Si	-0.4	0.71	24.3826	0.0002	0.003	0.0065
Si	5.9565	-0.549	24.4835	-0.0049	0.0103	-0.0043
Si	2.2421	3.4469	24.4768	0.0117	-0.0094	-0.0005
Si	8.691	2.361	24.5106	0.0043	-0.0011	0.0053
Si	0.4005	5.0052	24.5078	-0.0008	0.011	0.0109
Si	5.2175	6.1843	24.4413	-0.0024	0.0104	0.0027
Si	3.1892	7.6145	24.2452	-0.0003	-0.0108	-0.0123
Si	7.7491	8.7847	24.7504	0.0138	-0.011	0.0034
Si	1.3917	1.5443	25.6772	0.0013	0.0081	-0.0055
Si	6.8557	1.3402	25.6383	-0.0014	-0.0107	0.0015
Si	4.1848	4.2675	25.5638	-0.0125	-0.0002	-0.0021
Si	9.595	4.091	25.8041	0.006	-0.0055	0.0016
Si	1.4157	6.8171	25.6402	-0.0009	-0.0052	0.0039
Si	6.8039	7.0084	25.9592	-0.0015	0.0075	-0.0036
Si	4.0416	9.5085	25.5623	0.0084	0.004	0.0061
Si	9.6598	9.7699	25.6559	-0.0137	-0.001	-0.001
Si	2.7193	0.019	26.9695	-0.004	-0.0068	0.0026
Si	8.205	0.0331	27.0992	0.0038	0.0002	0.0064
Si	0.0089	2.7449	27.1579	-0.0069	0.0025	0.0074
Si	5.4596	2.7644	26.9691	0.0034	0.0049	0.0049
Si	2.7628	5.4798	27.0721	-0.0022	-0.0001	0.0026
Si	8.1894	5.4854	27.0916	-0.0048	-0.0049	0.0062
Si	0.0181	8.2389	26.9857	0.004	0.0013	0.0036
Si	5.3406	8.3047	27.1741	-0.0004	-0.0037	0.0051
Si	4.1018	1.3673	28.438	0.0416	0.066	-0.7495
Si	9.5708	1.3673	28.438	-0.0617	0.0352	0.5532
Si	1.3673	4.1018	28.438	0.3487	0.1836	0.3536
Si	6.8362	4.1018	28.438	-0.1681	-0.2015	-0.2583
Si	4.1018	6.8362	28.438	-0.3888	-0.0114	0.6453
Si	9.5708	6.8362	28.438	0.248	0.2831	-0.3686
Si	1.3673	9.5708	28.438	0.0943	0.1182	-0.5218
Si	6.8362	9.5708	28.438	-0.1024	0.3538	0.3306
Si	0	0	29.8053	-0.0617	-0.0023	-0.0046
Si	5.469	0	29.8053	0.2073	0.09	0.0398
Si	2.7345	2.7345	29.8053	-0.0213	0.0551	0.0015
Si	8.2035	2.7345	29.8053	0.0499	-0.0398	0.0247
Si	0	5.469	29.8053	0.162	0.1012	0.0132
Si	5.469	5.469	29.8053	-0.018	0.0191	-0.0115
Si	2.7345	8.2035	29.8053	0.0173	-0.1303	0.0556
Si	8.2035	8.2035	29.8053	-0.0108	-0.0271	-0.0331
Si	1.3673	1.3673	31.1725	-0.0018	-0.0149	0.0048
Si	6.8362	1.3673	31.1725	-0.0722	0.077	-0.0032
Si	4.1018	4.1018	31.1725	0.0282	-0.0381	0.0105
Si	9.5708	4.1018	31.1725	-0.0705	-0.034	-0.0491
Si	1.3673	6.8362	31.1725	-0.0832	0.0741	-0.0065
Si	6.8362	6.8362	31.1725	-0.0057	-0.0264	-0.005
Si	4.1018	9.5708	31.1725	-0.0256	0.0214	-0.044
Si	9.5708	9.5708	31.1725	0.0185	0.0147	0.0047
Si	2.7345	0	0.6835	0.0661	-0.0473	0.0434
Si	8.2035	0	0.6835	0.0108	-0.0037	0.0099
Si	0	2.7345	0.6835	-0.0338	0.0798	-0.0043
Si	5.469	2.7345	0.6835	0.0955	-0.0604	0.0134
Si	2.7345	5.469	0.6835	-0.0336	0.0478	0.0092
Si	8.2035	5.469	0.6835	0.0582	0.0127	0.0482
Si	0	8.2035	0.6835	0.0576	-0.1136	0.0081
Si	5.469	8.2035	0.6835	-0.021	0.0194	-0.0124
Si	4.1018	1.3673	2.0507	0.0067	0.1674	-0.0071
Si	9.5708	1.3673	2.0507	0.0103	-0.0167	-0.0334
Si	1.3673	4.1018	2.0507	-0.0527	-0.1705	-0.0518
Si	6.8362	4.1018	2.0507	-0.1583	-0.0803	0.0263
Si	4.1018	6.8362	2.0507	0.0924	-0.0078	-0.0612
Si	9.5708	6.8362	2.0507	-0.0317	0.0954	0.0138
Si	1.3673	9.5708	2.0507	-0.1828	0.0012	-0.0162
Si	6.8362	9.5708	2.0507	-0.0438	-0.0651	-0.0082
Si	0	0	3.418	0.0661	-0.1696	-0.5061
Si	5.469	0	3.418	0.0367	-0.2706	0.3343
Si	2.7345	2.7345	3.418	-0.042	0.0732	-0.7501
Si	8.2035	2.7345	3.418	0.0108	-0.2595	0.1808
Si	0	5.469	3.418	0.0569	-0.0069	0.4803
Si	5.469	5.469	3.418	-0.3171	0.1985	-0.3718
Si	2.7345	8.2035	3.418	0.1276	-0.2593	0.6145
Si	8.2035	8.2035	3.418	0.073	-0.1573	-0.1577
Si	1.4457	1.2965	4.6946	0.0072	-0.002	-0.0064
Si	6.8531	1.3249	4.8181	-0.0026	0.0046	0.0002
Si	3.9988	4.1667	4.7257	-0.001	-0.0017	-0.0028
Si	9.5869	4.0493	4.8068	0.0034	-0.0016	-0.0025
Si	1.4003	6.784	4.8833	-0.0027	0.0057	0.0036
Si	6.8494	6.7895	4.7549	0.0033	-0.0082	-0.0082
Si	4.1419	9.5292	4.8597	-0.0004	-0.0029	0.0012
Si	9.5909	9.5573	4.7557	0.0042	0	-0.0039
Si	2.7193	-0.0412	6.1855	-0.0008	0.0072	-0.0012
Si	8.2281	-0.0884	6.2186	0.0033	-0.0012	0.0026
Si	0.0491	2.5818	6.0306	0.0009	0.0032	0.0038
Si	5.3187	2.7116	5.9517	0.0032	0.0015	-0.0041
Si	2.6625	5.3318	6.3726	0.009	0.0046	0.0002
Si	8.1072	5.3175	6.1527	0.0006	0.0121	0.0033
Si	-0.0045	8.1865	6.1688	-0.0018	-0.0003	-0.0021
Si	5.5198	8.1004	6.2205	-0.004	0.0013	0.0019
Si	3.6045	1.8367	7.3188	0.0028	-0.0049	-0.0044
Si	10.1298	0.7852	7.2931	-0.0049	0.0049	-0.0027
Si	1.6708	3.3601	7.5348	-0.0146	-0.0089	0.0046
Si	6.1699	4.415	7.2846	0.0035	-0.0096	-0.0088
Si	4.619	6.2437	7.395	-0.0091	0.0084	-0.0017
Si	9.0804	7.1534	7.1933	0.0058	-0.0108	-0.008
Si	0.9212	9.9888	7.4196	0.0006	-0.0068	0.0014
Si	7.4552	8.9265	7.3623	-0.0056	0.0092	0.0065
O	4.5533	6.4558	9.0416	0.0008	-0.003	-0.002
O	0.9254	3.2281	9.0648	0.0052	0.0052	-0.0102
O	9.1777	6.828	8.8351	-0.0025	0.0041	0.005
O	-1.0677	9.5524	15.8213	-0.0011	-0.0019	-0.0014
O	6.0335	3.8525	8.8633	0.0023	0.0022	0.0089
O	4.3604	1.6714	8.8091	0.0007	-0.0014	0.0027
O	7.5958	8.9699	9.0543	0.0013	-0.0008	-0.0084
O	9.9365	1.3207	8.8611	-0.0032	-0.0015	-0.0006
O	8.3283	3.1335	23.0823	0.0003	0.0029	0.0019
O	10.8981	5.1455	22.9098	0.0018	-0.0059	-0.0009
O	5.6547	-0.4879	22.8189	-0.0024	-0.0044	0.0065
O	6.1243	6.2003	23.0185	0.0002	-0.0017	0.002
O	5.8074	5.3299	19.1401	0.0014	0.0015	-0.0011
O	2.6785	7.6199	22.6352	0.0054	-0.0005	0.0157
O	8.0638	8.1734	23.2483	-0.0132	-0.0047	-0.0034
O	0.1404	11.4961	22.8166	0.0004	-0.0008	0.0007
Si	7.6807	2.9005	21.6149	-0.0051	-0.0003	-0.0048
Si	15.9733	-8.0766	9.7139	-0.0009	-0.0039	0.0145
Si	9.5464	-17.8433	19.4167	0.0034	0.0001	0.0015
Si	12.4208	8.1277	18.4786	0.0026	0.0003	0.0001
Si	-1.9364	13.19	12.2621	0.0022	0.0019	-0.0003
Si	-9.1338	6.3277	13.0753	0.0011	-0.0013	0.0058
Si	-3.3436	4.0418	14.1622	-0.0001	0.005	0.0032
Si	6.7652	-4.2098	15.187	0.0035	0.0046	-0.0051
Si	14.0576	1.7026	16.6557	-0.0044	0.0012	0.0013
Si	3.1875	2.5564	21.6722	0.0085	-0.0029	-0.0045
Si	14.727	4.4905	11.8389	0.0005	0.003	0
Si	-0.6859	16.9284	21.6782	-0.0109	0.0057	-0.0077
Si	5.2669	1.3211	18.9022	-0.0043	-0.0062	0.003
Si	22.8297	11.1965	21.4341	-0.0009	0.0017	-0.0083
Si	17.2474	11.9825	11.8778	-0.0007	-0.0004	-0.0042
Si	5.5399	11.7052	21.7965	0.0013	0.0033	-0.0038
Si	-10.8796	13.0045	9.8688	-0.003	0.0011	0.015
Si	-0.9421	10.0532	19.2549	0.001	0.0001	0.0013
Si	4.9694	2.5829	14.1387	0.0006	-0.0006	0.0043
Si	8.223	-3.2712	9.8789	0.0044	-0.0052	0.0132
Si	7.3868	8.3538	19.6723	0.0001	0.0028	0.001
Si	1.6266	-2.8575	21.4553	-0.003	0.001	-0.0068
Si	3.2157	-1.1954	16.5465	-0.0003	0.0021	0.0023
Si	5.3078	6.7745	10.4552	0.0039	0.0001	0.0099
Si	-5.4975	-6.9239	20.074	-0.0033	0.003	0.0044
Si	7.1732	-5.2105	18.2469	-0.0003	0.0034	0.0025
Si	1.521	-0.6139	10.5169	0.0016	-0.0015	0.0019
Si	0.6321	6.219	16.0425	-0.0014	-0.0051	0
Si	-1.424	2.1436	15.121	0.002	0.0016	0.0016
Si	-2.0735	-0.3575	16.5675	0.0014	-0.0024	-0.001
Si	-4.758	9.986	17.5762	0.0033	0.002	0.0028
Si	15.4146	9.6175	11.6252	0.0005	0.0005	-0.002
Si	4.0333	-2.7868	14.1624	-0.002	-0.0023	0.0035
Si	29.2389	-3.9067	22.3301	0.0088	0.0127	-0.0127
Si	-10.4522	3.2421	17.1185	0.0015	0.0005	-0.0063
Si	-0.4073	-2.6734	12.0303	-0.0016	-0.0024	0.0015
Si	9.4498	-2.7062	14.9655	-0.0037	-0.0017	-0.0021
O	-4.4692	3.9837	21.353	0.0034	-0.0037	0.0028
O	21.5851	3.1807	18.5551	-0.002	0.0003	0.0006
O	17.9761	1.3959	21.629	0.0026	0.0028	0.0022
O	10.3794	5.1997	20.2409	-0.0018	-0.0014	0.0023
O	6.2641	3.3261	14.7581	0.0007	-0.0026	-0.0008
O	-0.9074	2.6461	11.0591	0.0022	-0.0017	-0.002
O	9.9571	-2.3114	13.4892	-0.0021	-0.0045	0.011
O	15.7754	9.8481	16.6971	0.0013	0.0017	0.0029
O	11.4901	6.9469	12.2245	-0.0017	0.0032	0.0022
O	4.441	12.7448	22.435	-0.004	-0.0012	0.0069
O	2.0562	-8.1083	17.1482	-0.0017	-0.0003	0.0007
O	13.9516	8.6897	15.324	0.0019	-0.0001	0.0009
O	2.0597	7.5979	19.9337	0.0004	0.0017	0.0076
O	10.181	6.9464	15.6328	-0.0033	0.0096	-0.003
O	-4.5291	0.5812	18.0459	0.0031	-0.0085	-0.0015
O	5.269	18.2246	14.8109	0.0001	0.0014	0.003
O	5.7163	-0.3286	11.2558	-0.002	0.0006	0.0041
O	7.9506	-9.924	11.9713	-0.0013	0.0003	0.0023
O	15.6982	8.2403	10.8441	0.0007	0.0019	0.0016
O	6.1259	-1.9214	18.8764	0.0009	0.0039	-0.0067
O	4.1969	3.5756	13.1155	0.0027	0.0019	0.0004
O	6.945	17.711	10.3747	-0.0036	0.003	-0.001
O	-19.3106	-1.726	17.9308	0.0007	0.0005	0.0002
O	9.525	10.9777	17.9982	-0.0013	-0.0002	-0.0025
O	5.9887	2.2602	10.86	-0.0044	0.0025	-0.0051
O	5.8923	-8.1523	19.1177	0.0028	0.0015	0.0012
O	-9.4653	-4.9221	14.6497	0.0014	0.0022	-0.0007
O	6.7374	7.8139	21.0532	0.0064	-0.011	0.0242
O	3.033	-0.7286	11.1266	-0.0011	-0.0015	0.0023
O	1.643	-1.2217	21.5503	0.0003	-0.0011	0.0047
O	5.5365	-9.6488	13.3091	-0.0023	0.0043	0.0022
O	15.8234	-5.2532	11.5969	-0.0018	-0.0004	0.0001
O	8.0678	14.4911	12.6666	0.0006	-0.0015	0.0003
O	4.9739	11.4144	20.2843	0.001	0.0016	0.0026
O	2.2881	-5.903	12.1976	0.0019	-0.0008	0.0037
O	3.9093	1.402	18.0459	0.004	0.0014	0.0027
O	-6.3773	-1.5426	13.2492	0.0001	0.001	-0.0017
O	7.8539	7.9142	14.963	0.01	-0.0018	0.0062
O	14.717	3.6344	10.4421	0.0053	-0.002	0
O	9.907	12.7735	13.5643	0.0006	-0.0005	0.0017
O	8.3559	-6.3383	18.4238	0	-0.002	0.0011
O	-1.7296	-2.8975	11.1079	0.0004	-0.0025	-0.0024
O	1.347	6.992	17.3051	0.002	0.0023	0.0016
O	0.2997	-6.1917	16.5857	-0.0001	-0.0023	0.0049
O	1.4106	9.7059	8.9966	0.0008	-0.0002	-0.0013
O	7.2699	5.618	14.102	-0.0011	-0.0033	0.0056
O	11.0548	-14.4426	21.6753	0.0028	-0.0008	0.001
O	2.5306	0.2471	16.1852	0.0013	0.0005	0.0026
O	3.8868	3.6373	20.5848	0.0003	0.0012	0.001
O	12.0511	0.9718	10.4872	-0.0013	0	0.0015
O	0.0398	-2.0963	18.7623	-0.0008	0.0025	0.0003
O	8.651	9.3698	19.9189	0.0025	0.0025	0.0001
O	13.0291	1.431	21.1142	-0.0022	-0.0026	0.0021
O	-2.4011	0.9661	15.686	0.0032	-0.0008	0.0037
O	7.5075	-12.1798	16.7264	-0.0029	0.0044	0.0036
O	6.7415	6.039	16.69	0.0003	-0.0017	0.0045
O	7.8981	7.0778	18.8064	-0.0011	-0.0063	-0.0044
O	2.4113	3.397	22.8155	-0.0062	0.0067	0.011
O	11.4185	9.5018	11.4632	0.0022	0.0009	0
O	-6.9248	2.2324	15.403	0.0024	0.0005	-0.0004
O	8.7863	3.6096	15.1962	-0.001	0.0021	-0.001
O	8.8497	3.014	20.4913	0	0.0001	0.0028
O	-0.1102	2.1706	16.0505	0.0026	0.0053	0.0058
O	-0.1648	11.0854	20.2485	0.0024	0.0007	0.0045
O	3.0992	-14.5679	13.1346	-0.0011	0.0008	0.0028
O	-2.3094	6.0959	21.8906	-0.0031	0.0085	0.0101

Results
free energy: -131183.598 eV
free energy less fixed offsets of O -568.88, Si -635.61 eV per atom: 0.692 eV

The program warned: the cutoff lies below the one the program advises for these potential files; the forces do not sum to zero within the program's tolerance; the exchange-correlation potential is rough where the density is thin.
